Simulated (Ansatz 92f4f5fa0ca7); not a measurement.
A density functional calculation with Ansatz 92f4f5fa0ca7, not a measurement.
Periodic cell of 237 atoms, Si145O90As2, from a study of silicon, its oxide and their interface. The atomic structure is a simulated model.

Settings
functional: PBE
potential files: Ansatz PAW
basis: plane waves
wave-function cutoff: 700 eV
density cutoff ratio: 5
exchange-correlation grid ratio: 1
k mesh: 2 x 2 x 1, shifted by 0.5 0.5 0.5 of a step
self-consistency stop: 5e-08 eV per atom in the density residual
occupations: fixed
spin: none
net charge: 0

Cell vectors (angstrom)
a	11.6015	0	0
b	0	10.938	0
c	0	0	32.0622

Atoms and the computed forces on them: element, x, y, z (angstrom), force x, y, z (eV/angstrom)
Si	-0.1754	-0.0708	23.2628	0.0091	-0.0365	-0.0182
Si	3.6861	0.216	23.0896	-0.0414	-0.0569	0.0013
Si	7.5672	-0.1323	23.4335	0.0477	-0.0485	-0.0615
Si	1.699	1.3793	23.4084	-0.0513	0.0371	-0.0309
Si	5.752	1.4122	23.1839	0.0798	0.0626	0.0039
Si	9.4623	1.225	23.3459	-0.0322	0.0376	-0.0268
Si	0.1868	5.334	23.4353	-0.0737	-0.0289	-0.0353
Si	4.1384	5.2983	23.3831	-0.0141	-0.0149	-0.0671
Si	8.0529	5.6033	23.5448	0.0367	-0.0638	-0.0019
Si	2.1861	6.6052	23.3741	-0.0039	0.064	0.0076
Si	5.9879	6.7648	23.4663	-0.0784	0.0402	-0.0236
Si	10.0208	6.8715	23.5971	0.0253	0.0219	-0.0684
Si	1.9141	2.6705	25.374	0.009	-0.0575	-0.0059
Si	5.8413	2.6561	25.2521	0.0447	-0.0686	-0.0177
Si	9.6485	2.6854	25.2501	0.0163	-0.085	-0.019
Si	11.6117	4.0173	25.364	0.0126	0.0658	-0.0091
Si	3.9045	3.9766	25.314	0.0023	0.0657	0.0194
Si	7.7563	4.0859	25.3375	-0.017	0.0857	-0.0096
Si	1.989	8.157	25.2031	0.0046	-0.0925	0.0084
Si	5.7869	8.1691	25.3503	-0.0211	-0.0746	-0.0053
Si	9.7237	8.2675	25.4293	0.0075	-0.0568	-0.0019
Si	11.6518	9.5643	25.2613	0.039	0.0696	-0.0169
Si	3.8795	9.5949	25.0643	0.0183	0.0988	-0.0042
Si	7.702	9.5227	25.3965	-0.0057	0.0582	-0.0148
Si	11.6598	-0.0083	27.2064	-0.0145	-0.0501	0.0053
Si	3.9102	-0.0524	27.1188	-0.0225	-0.0454	0.0123
Si	7.7676	-0.0144	27.276	-0.0174	-0.0342	-0.0007
Si	1.9943	1.3163	27.2729	-0.0083	0.0446	0.0014
Si	5.8363	1.3236	27.2039	-0.0182	0.0446	0.0174
Si	9.7058	1.3342	27.2019	-0.0204	0.0379	0.0128
Si	11.6015	5.4702	27.2298	0.0141	-0.0484	0.0046
Si	3.8556	5.4225	27.2113	0.0028	-0.042	-0.0064
Si	7.7212	5.4594	27.2589	0.0148	-0.0436	0.0041
Si	1.947	6.8274	27.1833	0.0247	0.0476	0.0143
Si	5.7689	6.7998	27.2625	0.0007	0.0448	0.0018
Si	9.6632	6.8154	27.2794	0.0007	0.035	-0.0066
Si	1.9509	2.7248	29.1717	0.0062	-0.0287	0.0003
Si	5.7997	2.7106	29.1406	-0.0011	-0.0296	0.0008
Si	9.6862	2.7234	29.1409	0.0009	-0.0284	0.0062
Si	0.0165	4.0971	29.1599	-0.0004	0.032	0.012
Si	3.8739	4.0892	29.1653	-0.0011	0.0295	0.0076
Si	7.7366	4.0787	29.172	-0.0062	0.0267	0.0076
Si	1.9497	8.1866	29.139	0.0035	-0.0266	0.0072
Si	5.7967	8.1918	29.1707	-0.0102	-0.0218	0.0051
Si	9.6781	8.2049	29.1849	0.0017	-0.0254	0.0008
Si	0.0169	9.5599	29.1496	0.0033	0.0309	0.0066
Si	3.8779	9.5692	29.1209	0.0012	0.0276	0.0087
Si	7.738	9.5494	29.1873	0.0025	0.0286	-0.0006
Si	0	0	31.0965	0.0324	-0.0149	-0.0643
Si	3.8672	0	31.0965	0.0012	-0.0354	-0.222
Si	7.7343	0	31.0965	-0.0224	-0.0008	0.1028
Si	1.9336	1.3673	31.0965	0.0032	-0.0197	0.0846
Si	5.8008	1.3673	31.0965	0.0076	0.052	-0.1321
Si	9.6679	1.3673	31.0965	0.0148	-0.0093	-0.108
Si	0	5.469	31.0965	0.0244	-0.077	-0.0343
Si	3.8672	5.469	31.0965	0.0252	-0.0288	-0.0265
Si	7.7343	5.469	31.0965	-0.0089	-0.091	-0.0098
Si	1.9336	6.8362	31.0965	0.008	0.01	-0.0841
Si	5.8008	6.8362	31.0965	-0.0309	-0.0225	0.0754
Si	9.6679	6.8362	31.0965	0.0538	-0.1054	0.155
Si	1.9336	2.7345	0.9679	-0.028	-0.0162	0.058
Si	5.8008	2.7345	0.9679	-0.0377	-0.0062	-0.2064
Si	9.6679	2.7345	0.9679	0.0498	-0.0175	0.0543
Si	0	4.1018	0.9679	-0.0849	0.068	-0.0801
Si	3.8672	4.1018	0.9679	0.0118	0.0784	0.0869
Si	7.7343	4.1018	0.9679	0.0888	0.1025	0.0561
Si	1.9336	8.2035	0.9679	0.0177	0.0068	-0.0987
Si	5.8008	8.2035	0.9679	0.0528	0.1111	-0.1175
Si	9.6679	8.2035	0.9679	-0.0684	0.0421	0.1993
Si	0	9.5708	0.9679	0.0122	0.0848	0.2785
Si	3.8672	9.5708	0.9679	-0.1388	-0.0757	-0.0247
Si	7.7343	9.5708	0.9679	0.0868	-0.0283	-0.0292
Si	11.6079	-0.0088	2.962	0.0154	-0.0565	-0.013
Si	3.8293	-0.0019	2.9027	-0.0358	-0.0471	0.0263
Si	7.7583	-0.0032	2.8978	0.0039	-0.0403	-0.0056
Si	1.9163	1.4002	2.9245	-0.0249	0.0275	-0.0111
Si	5.7916	1.2908	2.8167	0.0102	0.046	-0.005
Si	9.6772	1.3663	2.912	-0.0096	0.0502	-0.0117
Si	11.5716	5.5071	2.869	-0.0282	-0.0505	-0.0031
Si	3.8841	5.5057	2.8962	0.0172	-0.0388	-0.0165
Si	7.746	5.5053	2.8927	0.0001	-0.0616	-0.0092
Si	1.916	6.8317	2.8896	-0.0198	0.0495	-0.0046
Si	5.8204	6.8535	2.884	-0.0291	0.0301	0.0177
Si	9.6741	6.9069	2.9729	0.0135	0.0375	-0.0164
Si	1.9047	2.9001	4.7798	0.0032	-0.0559	-0.0102
Si	5.7384	2.6117	4.7188	0.0444	-0.061	0.0063
Si	9.6035	2.772	4.8243	0.0494	-0.0433	0.0196
Si	11.5098	4.1907	4.8075	-0.007	0.0637	-0.0011
Si	3.9157	4.118	4.8046	0.0525	0.0777	0.015
Si	7.6124	4.0131	4.7243	-0.0561	0.0782	0.0039
Si	1.8902	8.1752	4.827	-0.0171	-0.0641	0.0048
Si	5.8274	8.2731	4.7702	0.0301	-0.0545	-0.0028
Si	9.6994	8.2824	4.9549	0.0286	-0.1095	0.0119
Si	11.6411	9.6795	5.0167	0.0207	0.1014	0.0233
Si	3.8288	9.4938	4.7958	-0.0198	0.0631	-0.0039
Si	7.767	9.6517	4.8836	0.0158	0.0614	0.0192
Si	11.722	0.3944	6.8667	0.0208	-0.0757	-0.0103
Si	3.7914	-0.0466	6.6647	-0.0965	0.0055	0.0791
Si	7.7945	0.0442	6.89	0.0245	-0.0442	0.033
Si	2.144	1.5886	6.688	0.0502	0.0146	0.0362
Si	5.7591	1.236	6.6507	-0.0911	0.0797	-0.0161
Si	9.6873	1.5426	6.8506	-0.0627	0.0086	0.0561
Si	11.4973	5.5898	6.7247	-0.1372	-0.1051	-0.0204
Si	3.9499	5.4319	6.7954	0.0481	-0.003	0.0154
As	7.7086	5.5447	6.5641	0.182	-0.0464	0.0315
Si	1.9637	6.7019	6.686	0.0517	0.0424	0.0572
Si	5.7845	6.9511	6.6997	-0.0353	0.0363	0.0496
As	9.7677	7.2594	7.2178	-0.1782	0.031	-0.0359
O	10.8204	8.6789	7.9229	0.0772	0.0343	0.0202
O	7.8054	9.8981	8.1789	-0.0272	-0.0034	-0.0171
O	7.2062	4.6065	8.0612	0.0432	-0.0113	0.0312
O	3.3909	10.3549	8.2089	0.0602	-0.0312	0.0048
O	2.1302	7.6024	8.0547	-0.0211	0.0216	0.0176
O	4.0433	4.601	8.2483	0.0033	-0.003	-0.0386
O	9.7533	2.5065	8.2198	0.0204	0.02	-0.0236
O	2.6705	2.3804	8.0863	0.0023	0.014	-0.0324
O	11.4074	4.5953	8.0439	-0.0003	-0.0309	0.0181
O	5.4072	2.3583	7.8155	-0.0149	-0.0012	-0.0044
O	6.028	7.8857	8.0552	-0.0238	0.0485	0.0128
O	11.7419	10.9844	8.4976	0.0094	-0.0268	-0.0098
O	11.3143	10.0672	21.7884	-0.0008	-0.0094	0.0331
O	3.2518	10.7547	21.5035	0.054	-0.0241	-0.0022
O	5.808	7.7607	22.1413	0.0406	0.0222	0.0144
O	4.2333	4.45	21.932	0.0284	-0.0257	0.0075
O	7.692	9.6934	22.1719	-0.0427	-0.0085	0.0128
O	10.285	7.6829	22.1742	-0.0028	0.0339	0.0035
O	1.619	2.4076	22.1077	-0.0174	0.0203	0.0037
O	5.9685	2.45	21.8788	-0.0345	0.0026	0.0245
O	8.482	4.7166	22.2015	-0.0371	-0.0067	-0.0088
O	-0.0242	4.486	22	0.0327	-0.0206	0.0189
O	2.3861	7.4452	21.9595	-0.0233	0.0045	0.0109
O	9.1508	1.8854	21.8517	0.0406	0.0207	-0.006
Si	2.099	7.891	9.6338	-0.0051	0.0066	0.0009
Si	5.0694	0.5991	17.6584	-0.0047	-0.0009	-0.0004
Si	2.5425	5.4624	14.0045	-0.0033	-0.0008	0.0027
Si	10.6819	3.8712	14.0507	-0.0015	-0.0033	0.0014
Si	8.354	2.4119	15.2316	0.0018	0.0044	0.0014
Si	9.5664	2.2571	20.3258	0.0013	0.0009	-0.0005
Si	10.4828	3.7197	9.0562	0.0014	0.0165	-0.0153
Si	0.0956	2.3684	11.5606	0.0026	0.0039	-0.0051
Si	11.057	8.1705	15.3691	0.0011	0.003	0.0027
Si	5.2154	6.9522	13.9593	-0.0003	0.0027	-0.0017
Si	5.8027	2.6537	11.1085	0.0044	-0.0013	0.0007
Si	8.6038	7.6802	19.3676	-0.0056	-0.0018	-0.0051
Si	8.14	4.861	20.6193	-0.0033	-0.0003	0.0064
Si	5.9609	9.6117	15.1719	-0.0054	-0.0013	-0.0019
Si	2.1394	7.6482	20.3661	0.0071	0.005	-0.0083
Si	1.9921	4.9089	18.795	-0.0008	-0.0011	-0.0052
Si	4.548	3.459	17.995	0	-0.0009	-0.0042
Si	8.5367	8.9462	16.7965	-0.0006	-0.0035	-0.0004
Si	0.877	9.5397	13.3148	0.0026	-0.0017	0.0008
Si	9.9863	10.7149	11.7353	-0.0044	-0.0066	-0.0057
Si	5.3758	3.716	21.0088	-0.0037	0.0221	-0.005
Si	0.6534	5.5733	16.2569	-0.0006	-0.0005	0.0023
Si	11.2279	9.5908	9.1863	0.0079	-0.003	-0.0289
Si	6.5839	8.8959	21.2696	-0.0072	0.0093	-0.0001
Si	7.149	7.1144	11.4338	-0.0022	0.0063	-0.0051
Si	2.7208	0.7715	12.1473	0.0028	-0.0011	-0.0008
Si	10.8998	8.6685	21.0367	-0.0112	-0.0146	-0.0076
Si	6.0921	4.331	15.6017	0.004	0.0013	0.0034
Si	7.1494	0.5108	12.9451	-0.0034	-0.0053	-0.0079
Si	4.1148	2.9928	8.5825	0.0107	-0.0078	0.0149
Si	0.9466	6.8088	11.8982	0.0002	-0.0005	-0.0092
Si	6.6943	9.0381	9.0274	-0.0003	0.0052	-0.0101
Si	0.6951	3.3007	21.1198	0.0076	-0.018	0.0018
Si	9.8747	6.52	12.8541	-0.0004	-0.0005	-0.0062
Si	7.6612	4.5856	9.6292	0.0008	-0.0028	-0.0118
Si	3.9985	10.0945	20.1956	0.0079	0.0001	0.0003
Si	4.3073	3.069	13.5086	0.0024	-0.0016	0.0003
Si	3.9813	10.0276	9.7048	0.0116	-0.0033	-0.0048
Si	8.0918	0.8026	18.0047	-0.0025	-0.0013	0.0014
O	11.6714	3.2168	12.9444	-0.0157	0.0021	-0.0092
O	9.2917	4.6211	9.7309	-0.0124	-0.016	-0.0141
O	8.8111	3.6126	19.8453	-0.0007	-0.0022	0.0174
O	4.0757	-0.0476	18.7822	0.0186	0.0027	-0.0067
O	11.4189	4.5513	15.3234	0.002	0.0148	0.001
O	10.0777	9.9089	10.3106	0.0213	0.0218	0.0197
O	3.7941	1.5841	13.0762	-0.0067	0.0108	-0.0157
O	0.6937	9.1121	14.8795	-0.0166	-0.0142	-0.0217
O	6.5082	1.0015	18.3453	-0.0019	-0.0101	-0.0225
O	4.8099	3.1773	19.5868	-0.0053	0.0084	0.0042
O	6.3038	1.218	11.7312	0.0079	0.0077	0.0181
O	0.9288	8.9836	9.9602	0.0066	-0.0357	-0.0113
O	5.7052	4.3148	17.1992	-0.0126	-0.0184	-0.0173
O	8.4817	7.1075	12.3364	0.0022	-0.015	-0.0104
O	4.4562	2.6526	10.1466	0.0091	0.0133	-0.011
O	2.1301	5.7256	15.5587	-0.0242	-0.0038	-0.0217
O	3.4881	0.0465	10.9093	-0.0021	-0.0083	0.0067
O	5.9456	7.2369	12.5241	0.0006	-0.0068	0.0075
O	2.3836	6.3387	19.451	-0.0134	-0.0084	0.0023
O	0.7266	5.0123	17.7789	0.0196	0.0036	-0.0013
O	8.4595	10.6965	12.3104	0.0046	0.0156	0.0054
O	5.5932	10.1266	9.5359	-0.0105	-0.0224	0.003
O	0.5986	8.1325	20.2164	0.014	0.002	0.0196
O	9.8523	2.6344	14.683	-0.0118	0.0158	-0.0028
O	2.0236	10.6703	13.1863	-0.0179	-0.0061	-0.0185
O	9.9739	9.1321	16.0804	-0.0123	-0.0203	0.002
O	6.2032	10.387	13.7514	0.0096	0.0006	0.0106
O	7.5645	1.6085	14.0673	0.0049	-0.0047	-0.0033
O	1.69	3.8882	20.002	-0.0085	0.0131	-0.002
O	5.9348	5.7992	14.8926	-0.0156	-0.0046	-0.0055
O	7.3749	8.9624	15.6711	-0.0017	0.0147	0.0126
O	1.5668	1.691	11.468	-0.0082	-0.0061	0.017
O	7.2703	8.3586	10.3831	-0.01	-0.0088	-0.0074
O	4.3488	2.0081	17.2616	0.0176	0.014	0.0187
O	7.0862	3.2121	10.2881	-0.0179	0.0127	0.0037
O	11.5722	7.0409	16.41	0.0042	-0.0001	-0.0283
O	8.3125	10.1609	17.8191	-0.0049	0.0014	-0.0252
O	3.5446	8.4966	10.0782	-0.0203	0.018	-0.014
O	7.6459	3.862	15.4732	-0.0139	-0.0197	-0.0051
O	3.2059	4.3483	17.8886	0.0054	-0.0099	0.0235
O	2.9589	3.9286	13.7221	0.0132	0.0185	0.0086
O	1.4038	8.245	12.4975	-0.0315	0.0026	0.0022
O	1.2649	5.704	13.0347	0.013	0.0213	-0.0011
O	5.0234	8.3255	14.826	0.0165	-0.0056	-0.0082
O	11.1864	2.4151	20.3163	-0.009	0.0175	0.0178
O	11.0126	10.033	12.7983	0.0143	0.0075	-0.0163
O	5.3322	3.6204	12.3482	-0.0082	-0.0313	-0.0015
O	5.1529	3.1881	14.8915	0.0083	0.0258	0.0002
O	6.5075	4.8242	20.5724	0.0033	-0.025	0.0001
O	8.448	1.5924	16.6307	-0.013	-0.0026	0.0067
O	10.4492	1.3216	11.5347	0.0117	-0.0156	0.0064
O	10.9472	6.6931	11.6268	0.0066	-0.0019	0.029
O	3.2303	8.7185	19.8275	-0.0117	-0.0035	0.0194
O	1.772	6.5511	10.513	-0.0106	0.0377	0.0131
O	7.1868	8.2104	19.9441	0.022	-0.0011	0.0079
O	8.5268	7.6035	17.7355	0.0022	0.0216	0.0136
O	3.7253	6.4625	13.5656	-0.0051	-0.0146	0.0138
O	9.7122	4.9627	13.3094	0.0246	0.0093	0.0103
O	5.5245	9.9834	20.734	0.0025	-0.0246	-0.0103
O	10.3618	7.4109	14.114	0.0119	-0.007	0.0035
O	8.8001	6.1746	19.9422	-0.0062	0.0078	0.0053
O	7.0091	5.7861	10.5102	0.0195	0.0007	0.0037
O	5.2973	10.566	16.3432	0.0138	0.0011	0.0037
O	9.0788	1.1612	19.2405	-0.0006	0.0124	0.0079
O	11.505	3.2811	10.2319	-0.0113	-0.0082	0.0104
O	9.7636	8.719	19.8696	-0.0169	-0.0189	0.006

Results
free energy: -153091.823 eV
free energy less fixed offsets of As -4857.07, O -569.03, Si -635.61 eV per atom: -1.533 eV

The program warned: the cutoff lies below the one the program advises for these potential files; the exchange-correlation potential is rough where the density is thin.
